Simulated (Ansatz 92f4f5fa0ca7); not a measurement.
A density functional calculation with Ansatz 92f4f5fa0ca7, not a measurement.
Periodic cell of 210 atoms, Si128O78As4, from a study of silicon, its oxide and their interface. The atomic structure is a simulated model.
Doubt: the cutoff is far below the 930 eV that the study's wrapper takes by default for these files, so forces and energies are approximate.

Settings
functional: PBE
potential files: Ansatz PAW
basis: plane waves
wave-function cutoff: 580 eV
density cutoff ratio: 5
exchange-correlation grid ratio: 1
k mesh: 1 x 1 x 1, Gamma-centred
self-consistency stop: 5e-08 eV per atom in the density residual
occupations: fixed
spin: none
net charge: 0

Cell vectors (angstrom)
a	10.938	0	0
b	0	10.938	0
c	0	0	31.7052

Atoms: element, x, y, z (angstrom)
As	-0.4767	0.4327	24.0942
Si	5.9884	-0.4633	24.3616
Si	2.1708	3.2786	24.2487
As	8.6234	2.2793	24.1059
Si	0.3946	4.9164	24.329
Si	4.9488	6.0211	24.4397
Si	3.2689	7.768	24.4486
Si	7.6951	8.6727	24.2952
Si	1.2663	1.423	25.4987
Si	6.9476	1.316	25.587
Si	4.0481	4.1118	25.4754
Si	9.5709	3.9845	25.5805
Si	1.348	6.8121	25.4471
Si	6.8062	6.8888	25.5891
Si	4.1621	9.5867	25.6057
Si	9.4979	9.6518	25.5318
Si	2.7052	0.0383	26.8597
Si	8.2025	-0.0223	27.0079
Si	0.0179	2.7404	26.9906
Si	5.4726	2.7275	26.8425
Si	2.7096	5.4778	26.923
Si	8.2058	5.4581	26.8762
Si	-0.0168	8.2161	26.8326
Si	5.4745	8.2227	27.0137
Si	4.1018	1.3673	28.2869
Si	9.5708	1.3673	28.2869
Si	1.3673	4.1018	28.2869
Si	6.8362	4.1018	28.2869
Si	4.1018	6.8362	28.2869
Si	9.5708	6.8362	28.2869
Si	1.3673	9.5708	28.2869
Si	6.8362	9.5708	28.2869
Si	0	0	29.6542
Si	5.469	0	29.6542
Si	2.7345	2.7345	29.6542
Si	8.2035	2.7345	29.6542
Si	0	5.469	29.6542
Si	5.469	5.469	29.6542
Si	2.7345	8.2035	29.6542
Si	8.2035	8.2035	29.6542
Si	1.3673	1.3673	31.0214
Si	6.8362	1.3673	31.0214
Si	4.1018	4.1018	31.0214
Si	9.5708	4.1018	31.0214
Si	1.3673	6.8362	31.0214
Si	6.8362	6.8362	31.0214
Si	4.1018	9.5708	31.0214
Si	9.5708	9.5708	31.0214
Si	2.7345	0	0.6835
Si	8.2035	0	0.6835
Si	0	2.7345	0.6835
Si	5.469	2.7345	0.6835
Si	2.7345	5.469	0.6835
Si	8.2035	5.469	0.6835
Si	0	8.2035	0.6835
Si	5.469	8.2035	0.6835
Si	4.1018	1.3673	2.0507
Si	9.5708	1.3673	2.0507
Si	1.3673	4.1018	2.0507
Si	6.8362	4.1018	2.0507
Si	4.1018	6.8362	2.0507
Si	9.5708	6.8362	2.0507
Si	1.3673	9.5708	2.0507
Si	6.8362	9.5708	2.0507
Si	0	0	3.418
Si	5.469	0	3.418
Si	2.7345	2.7345	3.418
Si	8.2035	2.7345	3.418
Si	0	5.469	3.418
Si	5.469	5.469	3.418
Si	2.7345	8.2035	3.418
Si	8.2035	8.2035	3.418
Si	1.379	1.3364	4.8369
Si	6.8459	1.3427	4.7019
Si	4.0998	4.1185	4.8453
Si	9.5424	4.1451	4.726
Si	1.3852	6.8015	4.7204
Si	6.8346	6.8216	4.8677
Si	4.0974	9.5864	4.7135
Si	9.595	9.5609	4.8406
Si	2.7795	-0.0809	6.1905
Si	8.1437	-0.0105	6.1481
Si	-0.068	2.7541	6.0746
Si	5.5164	2.6845	6.1154
Si	2.6982	5.5214	6.1977
Si	8.2714	5.4755	6.2654
Si	0.1393	8.1882	6.1358
Si	5.341	8.1961	6.127
Si	4.6535	0.8458	7.344
Si	9.0633	1.8425	7.272
Si	0.8345	4.5333	7.3134
Si	7.2925	3.6004	7.3535
As	3.6483	7.2674	7.6233
Si	10.2361	6.3753	7.3839
As	1.816	9.1318	7.6264
Si	6.2835	10.002	7.294
O	6.6708	3.9401	8.8687
O	9.6289	1.3595	8.7532
O	4.689	0.9673	9.04
O	6.4736	7.2511	15.8947
O	10.4658	6.5897	9.0665
O	0.7551	4.2684	8.9868
O	18.4778	6.4776	20.6634
O	2.213	3.2894	22.5459
O	3.378	8.0832	22.7895
O	5.126	6.0479	22.7598
O	5.6015	0.0294	22.8285
O	8.0382	8.1702	22.7296
Si	3.2557	9.3928	11.8221
Si	-9.1515	0.142	15.6078
Si	8.0172	0.0814	16.7862
Si	-3.3545	0.0057	12.0292
Si	-2.1881	5.573	11.9461
Si	0.8621	3.7577	21.6867
Si	0.8055	9.3219	13.2568
Si	12.1651	4.9035	18.6553
Si	4.8624	7.1482	16.0725
Si	5.3174	10.6796	9.959
Si	1.1629	1.9497	18.0027
Si	-3.5941	7.9817	21.2588
Si	-1.5163	5.9702	17.4178
Si	5.4442	-7.8074	20.0069
Si	3.6922	9.7199	17.4197
Si	9.0695	12.3559	14.3544
Si	-14.0123	-2.8576	15.999
Si	5.4252	0.6246	21.344
Si	9.3948	-9.3393	10.3322
Si	-7.6623	11.8976	13.3409
Si	7.0373	5.5074	19.4502
Si	15.4254	7.2946	21.8752
Si	0.5712	2.1666	12.4346
Si	4.0179	5.6415	19.4178
Si	5.3442	15.1915	15.4733
Si	2.66	-10.8132	19.8261
Si	-3.8869	14.7512	10.4415
Si	5.3948	12.5354	17.1749
Si	-2.4962	4.4091	14.9758
Si	-6.2357	-7.4957	12.5009
Si	8.7945	8.4426	13.0204
Si	-0.1108	22.9481	20.4772
Si	2.8902	7.2593	13.6321
Si	-8.8833	4.8102	12.2232
Si	8.1588	-0.3494	19.9148
Si	22.0719	5.4189	10.034
O	1.6148	9.5865	11.8387
O	-3.3706	-1.5442	12.5341
O	1.4708	5.7693	11.0167
O	-2.1177	0.2209	10.9842
O	10.8885	-5.1109	18.1582
O	-5.3844	16.9379	18.8516
O	-7.1637	-0.5631	13.03
O	3.3977	4.0368	11.723
O	5.4055	13.0982	18.7003
O	8.9593	7.5163	17.0897
O	-6.5125	8.2578	17.2261
O	3.9997	7.5699	14.7631
O	-8.4341	12.3694	18.8164
O	3.0064	-1.191	18.911
O	4.5908	5.5194	16.2243
O	6.3154	-1.1317	8.9759
O	-0.0041	2.3761	21.4661
O	-2.655	2.7605	10.5992
O	1.4506	7.9817	13.9286
O	-2.0287	7.1714	12.0383
O	4.6152	11.077	17.1854
O	-0.7553	-1.68	12.8813
O	-4.7676	0.2762	11.2475
O	3.9283	0.2193	20.8315
O	1.0973	-6.4603	20.2405
O	-13.6532	16.3146	18.3538
O	0.9406	14.6678	12.7396
O	-3.0902	11.9105	13.3363
O	-8.4342	5.693	13.5109
O	14.9744	-1.1682	10.4503
O	-3.5023	5.2781	11.0381
O	0.0894	4.8449	22.6619
O	10.802	1.6423	18.9405
O	1.9768	12.2873	12.4334
O	-1.7772	11.3366	15.6471
O	2.6703	5.6883	18.4683
O	-1.4732	5.1795	15.988
O	3.6935	6.7182	20.5895
O	2.4606	-1.1258	16.361
O	-3.543	9.5753	16.392
O	0.8838	-0.4793	14.4194
O	4.1399	-6.8254	19.9849
O	3.5447	7.8395	12.2351
O	5.7236	8.2718	21.3978
O	4.5089	12.8594	13.0093
O	-0.4763	1.5853	13.5312
O	0.9664	12.0554	16.6194
O	12.1499	0.0689	20.6231
O	2.9203	1.096	14.9204
O	12.2032	3.5501	17.7247
O	8.7955	2.8492	15.0143
O	8.0781	8.9815	20.197
O	4.8976	-8.0991	16.2
O	5.8349	3.3211	11.3658
O	6.6929	11.1395	20.3886
O	8.6085	-5.9972	13.4407
O	6.8195	-6.935	20.0293
O	-3.9946	4.5182	15.5845
O	-0.1051	1.999	10.9672
O	5.0316	4.2915	13.8583
O	9.9896	4.945	11.0921
O	-5.5089	2.2563	21.3756
O	-1.5238	11.2367	20.7585
O	8.5871	7.9744	14.552
O	-2.4521	10.9023	18.3467
O	6.9033	1.2548	16.671

Results
free energy: -145156.102 eV
free energy less fixed offsets of As -4856.12, O -568.88, Si -635.61 eV per atom: -0.902 eV

Forces (eV/angstrom), in the order of the atoms: element, x, y, z
As	0.0039	0.0053	0.138
Si	0.0116	-0.0312	-0.1444
Si	-0.0311	0.0559	0.0877
As	0.0054	0.0013	0.0416
Si	0.0772	-0.0691	-0.0014
Si	-0.0511	0.0444	-0.0001
Si	0.0993	-0.0543	-0.0648
Si	-0.0305	0.0194	-0.0146
Si	0.0345	0.0107	-0.0898
Si	-0.0511	0.0438	-0.0242
Si	-0.0771	-0.0407	-0.0206
Si	-0.0174	0.025	-0.0106
Si	-0.0623	-0.035	0.0324
Si	0.0533	0.066	0.029
Si	0.0213	0.0817	0.0719
Si	0.0252	-0.0567	-0.0756
Si	-0.0296	-0.0492	-0.0086
Si	0.1299	0.1162	-0.0136
Si	-0.1595	-0.1692	-0.0863
Si	0.041	0.0374	0.0059
Si	0.0108	-0.0109	-0.089
Si	-0.0504	-0.0421	-0.0136
Si	0.0199	0.0499	0.002
Si	-0.0369	-0.0637	-0.1241
Si	-0.0434	0.1124	-0.4745
Si	0.1491	-0.0675	0.4905
Si	0.186	0.2317	0.4087
Si	-0.1437	-0.0073	-0.4217
Si	-0.169	-0.1002	0.2814
Si	0.0747	0.039	-0.4875
Si	-0.0812	0.0161	-0.5512
Si	-0.0023	-0.0426	0.8631
Si	-0.0745	0.0436	0.0376
Si	0.0553	-0.0647	0.0125
Si	0.0361	0.0834	0.016
Si	0.0313	-0.0693	0.0022
Si	0.0653	-0.014	0.0039
Si	-0.0705	-0.0126	0.018
Si	0.0314	-0.0722	0.0092
Si	-0.0593	0.051	0.0374
Si	0.0293	-0.0709	-0.0298
Si	-0.0725	0.0653	0.0076
Si	0.0298	-0.0288	-0.0105
Si	-0.0521	0.052	0.0009
Si	-0.0578	0.0371	0.0203
Si	0.0267	-0.0265	-0.026
Si	-0.0251	0.0538	0.0094
Si	0.0936	-0.0583	-0.0178
Si	-0.0543	0.0425	0.0298
Si	0.0226	-0.0483	-0.0074
Si	0.0482	-0.0467	-0.0194
Si	-0.019	0.0626	0.0125
Si	0.0688	-0.0418	0.0021
Si	-0.0521	0.0139	0.0255
Si	-0.0522	0.0801	0.0128
Si	0.0583	-0.0809	-0.0139
Si	0.0652	-0.0253	-0.0279
Si	0.0092	0.0978	-0.0148
Si	-0.0886	-0.0057	-0.0017
Si	-0.0075	-0.0969	-0.0414
Si	-0.0033	0.1078	-0.0135
Si	0.0607	-0.0256	-0.0332
Si	-0.0198	-0.0925	-0.0364
Si	-0.0675	0.0409	-0.0114
Si	0.0421	-0.0647	0.3025
Si	0.0237	0.0185	-0.6668
Si	0.0199	-0.0159	0.5066
Si	-0.0196	0.1275	-0.4996
Si	-0.14	-0.0106	-0.5567
Si	0.1086	-0.0315	0.416
Si	-0.0084	-0.0346	-0.4901
Si	0.0009	-0.0907	0.5731
Si	-0.0035	0.0323	0.009
Si	-0.0322	-0.022	0.1201
Si	-0.0078	-0.0465	0.0093
Si	-0.0134	0.0177	0.1011
Si	0.0867	0.1115	0.0687
Si	0.0174	0.0037	-0.0003
Si	-0.0933	-0.0948	0.0949
Si	-0.0209	-0.0116	0.0156
Si	-0.0048	-0.012	0.0345
Si	0.0241	-0.0148	-0.0513
Si	0.0554	-0.0043	-0.0383
Si	-0.0164	-0.0131	-0.0104
Si	0.0347	0.029	-0.0031
Si	0.0415	-0.0099	-0.0003
Si	-0.0116	-0.0142	0.0324
Si	0.0042	-0.0053	-0.014
Si	0.0758	-0.0189	-0.0122
Si	-0.0588	0.0463	0.0965
Si	-0.1288	-0.0034	0.0161
Si	0.0473	-0.0335	0.0368
As	-0.0117	0.0122	-0.0044
Si	0.0187	-0.0114	-0.0168
As	0.0377	-0.01	-0.0538
Si	-0.0639	0.0546	0.0313
O	0.0144	-0.0093	-0.0035
O	-0.0118	0.0167	-0.0141
O	-0.0329	0.0013	0.0063
O	-0.0014	0.0006	0.0016
O	0.0128	0.0043	0.036
O	0.04	0.0022	-0.0234
O	-0.0111	-0.0086	-0.0125
O	-0.0153	-0.0281	-0.0424
O	-0.0365	0.02	0.0454
O	0.0109	-0.012	-0.0046
O	0.0494	-0.0255	0.077
O	-0.0016	0.0146	-0.0093
Si	0.0065	0.0046	0.0256
Si	-0.0009	0.0169	0.017
Si	0.0147	0.0034	0.0124
Si	0.0187	0.0033	0.0102
Si	-0.0007	0.0054	-0.0024
Si	0.043	0.0101	0.0733
Si	-0.004	-0.0061	0.034
Si	0.0183	-0.0018	-0.0222
Si	-0.0056	0.0037	0.0017
Si	0.0228	0.0118	-0.0642
Si	0.0114	0.0115	-0.0045
Si	-0.0107	0.0008	0.0473
Si	-0.0039	-0.0075	0.0119
Si	-0.0065	0.0151	0.0047
Si	-0.011	0.0051	0.0025
Si	-0.0097	-0.009	-0.0033
Si	0.01	0.0086	-0.0143
Si	-0.0087	-0.0263	0.0681
Si	-0.03	0.0149	-0.0192
Si	0.0028	0.0046	0.0154
Si	-0.0079	0.0214	0.0106
Si	0.0325	0.0064	0.0334
Si	-0.0091	0.0127	0.009
Si	0.0119	-0.0056	-0.0025
Si	-0.0053	0.0076	-0.0084
Si	0.0178	0.0162	-0.0088
Si	0.0223	-0.0149	-0.024
Si	0.0121	0.007	0.0114
Si	0.0151	0.0026	-0.0013
Si	-0.0038	-0.0106	0.0058
Si	0.0023	-0.0057	-0.002
Si	-0.0022	0.0134	-0.0376
Si	-0.0031	-0.0085	0.018
Si	0.0029	-0.0079	0.0265
Si	-0.02	-0.0209	-0.0024
Si	-0.03	0.0214	-0.0573
O	0.0085	-0.0006	-0.0238
O	0.004	-0.0018	-0.0105
O	0.0141	0.0036	0.0044
O	-0.0065	-0.0165	-0.0003
O	-0.0112	0.0043	-0.0013
O	-0.0056	0.0037	0.0136
O	0.0036	0.0015	-0.0111
O	-0.0031	0.0056	-0.0109
O	-0.0012	-0.0168	-0.0136
O	0.0015	-0.0043	0.0029
O	0.0051	-0.0032	0.0009
O	0.0047	-0.0054	0.001
O	0.0017	-0.0005	0.0115
O	0.0136	-0.0043	-0.0004
O	0.0101	0.0065	-0.0034
O	0.0104	-0.0271	0.0079
O	-0.0191	-0.0283	0.0003
O	-0.003	0	0.0025
O	0.0016	-0.0024	-0.0052
O	0.0072	0.0075	0.0032
O	0.0026	-0.0013	-0.0043
O	-0.0107	-0.0053	-0.0093
O	-0.0005	0.003	0.0019
O	-0.0097	-0.0034	-0.0097
O	0.0039	0.0025	0.0014
O	0.0208	0.0051	-0.0054
O	0.0015	-0.0012	-0.0085
O	0.0017	-0.0031	-0.0048
O	0.0008	0.0145	-0.0036
O	-0.0258	-0.0152	0.0032
O	0.0122	0.0157	0.0059
O	-0.0456	0.0176	0.0056
O	-0.0068	-0.0026	0.0277
O	0.0066	-0.0139	-0.0198
O	0	-0.0005	0.0052
O	-0.0057	-0.0011	0.0113
O	-0.0033	-0.0061	-0.0025
O	0.0027	-0.0205	-0.013
O	-0.0029	0.0011	-0.0051
O	0.0017	-0.0059	-0.001
O	0.0049	0.0056	-0.0025
O	0.0061	0.0056	0.013
O	-0.0006	0.005	-0.0139
O	-0.0124	-0.0114	0.0021
O	0.0026	0.0069	-0.0154
O	-0.0006	-0.0026	0.0004
O	0.0032	-0.0101	-0.0054
O	-0.0215	0.0096	0.0308
O	0.0047	-0.0007	-0.0033
O	0.0016	-0.0011	0.008
O	-0.0043	0.0075	0.0033
O	0.0106	0.0173	-0.0005
O	-0.0003	0.0015	-0.0046
O	-0.0223	0.0027	-0.0001
O	0.013	0.0044	-0.0018
O	0.0058	-0.0061	-0.0001
O	0.0087	-0.0016	0.0169
O	-0.0097	0.0032	0.0014
O	0.0243	0.0009	0.0073
O	0.0052	0.0036	0.0192
O	-0.0059	-0.0055	0.0166
O	0.0181	0.0185	-0.002
O	0.021	0.014	0.0269
O	-0.0035	0.0022	0.0033
O	-0.0002	0.0021	-0.0061
O	-0.0017	-0.0038	-0.0015

The program warned: the cutoff lies below the one the program advises for these potential files; the exchange-correlation potential is rough where the density is thin.
